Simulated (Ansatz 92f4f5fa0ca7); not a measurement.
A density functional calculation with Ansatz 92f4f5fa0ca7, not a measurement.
Periodic cell of 225 atoms, Si132O91P2, from a study of silicon, its oxide and their interface. The atomic structure is a simulated model.
Doubt: the cutoff is far below the 930 eV that the study's wrapper takes by default for these files, so forces and energies are approximate.
This geometry differs little from another in the collection (a relaxation step or a small displacement).

Settings
functional: PBE
potential files: Ansatz PAW
basis: plane waves
wave-function cutoff: 580 eV
density cutoff ratio: 5
exchange-correlation grid ratio: 1
k mesh: 1 x 1 x 1, Gamma-centred
self-consistency stop: 5e-08 eV per atom in the density residual
occupations: fixed
spin: none
net charge: 0

Cell vectors (angstrom)
a	10.938	0	0
b	0	10.938	0
c	0	0	31.9494

Atoms and the computed forces on them: element, x, y, z (angstrom), force x, y, z (eV/angstrom)
Si	10.615	0.0379	24.4418	-0.0014	-0.0001	-0.0033
Si	5.0743	0.1709	24.6781	-0.0003	0.0006	-0.0022
Si	2.8069	2.3203	24.5359	-0.0018	0.0016	-0.002
Si	8.5662	2.4754	24.5762	-0.0006	-0.0013	-0.004
Si	10.7074	5.6238	24.3525	-0.0023	-0.0003	-0.0021
Si	5.1488	5.6505	24.4572	-0.0021	-0.0014	-0.0049
Si	2.9794	7.9894	24.4072	-0.0011	0.0004	-0.0041
Si	8.4202	7.866	24.431	-0.0009	-0.0006	-0.002
Si	1.2904	1.1556	25.8545	0.0008	-0.0008	0.0041
Si	6.8134	1.3642	25.7549	0.0011	0.0005	0.001
Si	3.9784	4.0382	25.7322	-0.0003	0	0.0003
Si	9.6888	4.0543	25.8628	0.0007	0.0016	0.0016
Si	1.3389	6.8252	25.6817	-0.0003	0.0013	0.0009
Si	6.8024	6.749	25.755	0.0005	0.0015	0.0019
Si	4.0013	9.4978	25.9545	-0.0034	0.0008	0.0054
Si	9.4788	9.4703	25.8215	-0.0004	0.0017	0.0004
Si	2.6333	-0.1169	27.296	-0.0035	-0.0031	0.0044
Si	8.1302	-0.0445	27.1585	-0.007	-0.0033	0.0003
Si	0.0726	2.6768	27.2178	0.003	0.0024	0.003
Si	5.4421	2.7461	27.1206	0.0015	0.0032	-0.0012
Si	2.6631	5.4357	27.1159	-0.0038	-0.0038	-0.0023
Si	8.1848	5.3892	27.1419	-0.0036	-0.0018	-0.0002
Si	0.0054	8.1713	27.1434	-0.0003	0.0004	-0.001
Si	5.5064	8.1628	27.1802	0.0015	0.0034	0.0006
Si	4.0858	1.3404	28.5037	-0.0055	-0.0044	0.0035
Si	9.5418	1.3371	28.5098	0.0017	0.0049	0.0033
Si	1.389	4.0788	28.5706	-0.0096	0.0017	-0.0066
Si	6.8097	4.0711	28.533	-0.0006	0.0025	-0.0018
Si	4.0875	6.789	28.4888	0.0002	0.008	0.0052
Si	9.5552	6.7929	28.4911	-0.0048	0.0027	0.0074
Si	1.2972	9.4881	28.6326	0.0085	0.0086	-0.0182
Si	6.8215	9.544	28.5697	-0.0029	0.001	-0.0061
Si	-0.0308	-0.0004	29.9178	-0.0024	0.0089	0.0051
Si	5.4603	-0.0001	29.8997	-0.001	0.0039	0.0003
Si	2.7624	2.7189	29.9068	0.0008	-0.0087	0.0016
Si	8.1975	2.7218	29.8908	0.0045	0.0002	0.0013
Si	-0.0047	5.4592	29.894	0.003	0.0029	0.0007
Si	5.4626	5.4592	29.8916	0.0003	0.0033	0.0007
Si	2.7538	8.1616	29.9084	0.0072	-0.0062	0.004
Si	8.2225	8.184	29.893	0.0031	-0.0034	-0.0003
Si	1.3673	1.3673	31.2657	0.0762	0.0656	-0.0597
Si	6.8362	1.3673	31.2657	0.0227	0.0021	-0.0124
Si	4.1018	4.1018	31.2657	0.0757	-0.0478	0.0819
Si	9.5708	4.1018	31.2657	-0.0942	-0.0875	-0.0735
Si	1.3673	6.8362	31.2657	0.0244	-0.1322	0.0415
Si	6.8362	6.8362	31.2657	0.0335	0.0063	-0.1058
Si	4.1018	9.5708	31.2657	-0.0383	-0.0363	-0.0191
Si	9.5708	9.5708	31.2657	-0.1887	-0.1241	0.1485
Si	2.7345	0	0.6835	0.0055	0.0205	-0.0186
Si	8.2035	0	0.6835	-0.0199	0.0175	-0.0971
Si	0	2.7345	0.6835	0.083	0.0688	0.0447
Si	5.469	2.7345	0.6835	0.0276	0.008	0.0546
Si	2.7345	5.469	0.6835	-0.0477	-0.0712	-0.0733
Si	8.2035	5.469	0.6835	0.0759	0.0648	-0.0344
Si	0	8.2035	0.6835	0.0876	0.077	0.0442
Si	5.469	8.2035	0.6835	0.0892	0.0924	0.0671
Si	4.1123	1.3594	2.0615	-0.0052	0.0001	0.0006
Si	9.6047	1.3393	2.0432	0.0064	-0.0013	-0.0051
Si	1.3711	4.1199	2.0562	-0.0084	0.0025	0.0007
Si	6.8447	4.1126	2.0343	-0.0095	0.0048	-0.0064
Si	4.0977	6.8364	2.0402	0.0016	0.0036	-0.0012
Si	9.6001	6.8227	2.0602	0.0014	0.0051	-0.0008
Si	1.3632	9.5972	2.0497	-0.0058	-0.0002	-0.0048
Si	6.8449	9.5932	2.0475	-0.0104	0.0006	-0.0025
Si	0.0436	0.0249	3.4759	-0.004	-0.0001	-0.0074
Si	5.4981	0.0126	3.451	0.0031	0.0038	-0.0054
Si	2.7313	2.7443	3.3998	0.0078	-0.0034	0.0056
Si	8.2702	2.7648	3.3401	-0.007	-0.0039	0.0168
Si	0.0602	5.5035	3.4783	-0.0043	-0.0023	-0.0094
Si	5.497	5.5016	3.3992	0.0009	-0.005	0.0049
Si	2.7381	8.2334	3.3809	0.0042	-0.0017	-0.0006
Si	8.2858	8.278	3.373	-0.0018	-0.016	0.0069
Si	1.401	1.4254	4.8503	0.0102	0.003	0.0054
Si	6.9353	1.4369	4.7179	0.0032	0.0065	-0.0041
Si	4.0975	4.1212	4.7291	-0.0031	0.0006	-0.0072
Si	9.638	4.0551	4.7685	-0.0059	0.0019	0.0005
Si	1.3944	6.973	4.8481	0.0093	-0.0016	0.0074
Si	6.8988	6.941	4.6762	0.0005	0.0093	-0.0152
Si	4.0982	9.5435	4.7778	-0.0039	-0.0033	-0.002
Si	9.6512	9.5635	4.8519	0.004	-0.0068	0.01
Si	2.7641	-0.01	6.155	-0.0199	-0.0004	0.0095
Si	8.2975	0.0805	6.0997	-0.0048	-0.0008	-0.0105
Si	0.053	2.7867	6.2969	0.0013	-0.0015	-0.0076
Si	5.5283	2.7808	6.0467	0.0035	0.0039	0.0016
Si	2.8519	5.608	6.0915	0.0028	-0.0084	0.002
Si	8.2961	5.5636	5.9436	0.0063	-0.0034	0.0031
Si	0.0714	8.2915	6.4013	-0.0114	0.0064	0.0053
Si	5.5116	8.1945	6.1243	0.0156	-0.0008	0.0005
Si	4.4346	1.1341	7.322	0.0061	-0.0038	-0.0006
Si	9.8136	1.1446	7.6244	0.0043	-0.0055	0.0299
Si	1.237	4.5189	7.4686	0.0017	0.0082	0.0082
Si	6.668	4.4892	7.1828	0.0069	-0.005	0.0193
P	4.3669	6.717	7.4838	-0.0045	-0.0188	0.0072
Si	9.7432	6.5925	7.5124	0.0026	0.0019	-0.0043
Si	1.2939	9.9316	7.7656	0.0097	0	-0.0301
Si	6.7022	9.8803	7.3798	-0.0042	0.0014	0.0144
O	9.5787	1.2763	23.9934	-0.002	-0.0008	0.0015
O	4.0952	6.8369	23.9464	0.0003	-0.0003	0.002
O	4.003	1.2732	24.0333	-0.001	-0.0002	0.0006
O	9.5377	6.7359	23.9095	-0.0002	-0.0004	0.0002
O	0.0115	5.5335	7.9924	0.0078	-0.0046	0
O	5.5687	0.055	7.8845	0.0025	0.0012	0.0006
O	0.0698	0.0846	8.1621	-0.0081	0.01	0.0017
O	5.5495	5.58	7.7722	-0.0083	0.015	-0.0051
O	7.555	3.9526	8.4483	-0.0142	0.001	-0.0261
O	8.7436	7.0069	8.7862	-0.0032	0.0018	0.0023
O	2.2108	9.5235	9.1309	-0.0047	0.0013	0.005
O	8.8924	1.6878	8.9182	-0.0017	0.0041	-0.0058
O	7.6099	9.4085	8.6804	-0.0039	0.0032	-0.0042
O	3.6372	1.7957	8.5919	-0.0035	0.002	0.0049
O	2.0988	4.0011	8.783	-0.0065	0.0049	-0.0072
O	8.1398	3.5326	23.3732	0	-0.0006	0.0016
O	0.4507	4.9727	22.9701	-0.001	0.002	0.0012
O	1.8578	2.7526	23.2596	0.0008	-0.0008	0.0013
O	5.8251	4.9491	23.1244	-0.002	0.0011	0.0005
O	5.5476	10.0447	23.5225	-0.0016	0.0011	0.0017
O	2.4258	8.7235	23.0236	0.0004	-0.0011	0.0019
O	0.1681	10.0982	23.1115	-0.0004	-0.0004	-0.0004
O	7.804	8.6227	23.0891	0.0005	-0.0004	0.001
Si	8.6036	7.7486	18.4396	-0.0014	0.0005	-0.0001
Si	8.6604	6.3443	13.6753	0.0015	0.0005	0.0013
Si	3.675	1.5464	14.7545	-0.0011	0	0.0016
Si	2.0517	5.7992	17.6717	-0.002	0.0002	-0.0006
Si	2.3961	3.1943	19.5149	-0.001	0.0009	0.0003
Si	9.6385	9.0186	12.1612	-0.0034	-0.0026	0.0001
Si	1.301	9.4593	22.0952	-0.0024	0.0003	0.0019
Si	9.0277	0.9691	13.2091	-0.0011	0.0008	0.0014
Si	1.4358	5.1588	12.9464	-0.0059	-0.0008	0.0031
Si	1.6787	8.4289	12.9434	0.0001	-0.0022	-0.0026
Si	6.668	9.6029	22.4462	-0.0009	0.0003	-0.0004
Si	4.411	4.6058	15.74	-0.0014	0	0.0014
Si	8.1819	3.01	9.5923	-0.0022	0.0072	-0.0035
Si	0.7818	8.3004	19.287	-0.0019	0.0001	0.0001
Si	6.9443	1.3942	21.1018	-0.0018	0.0007	0.001
Si	8.1812	8.2624	9.6869	0.0012	-0.0009	-0.0022
Si	10.8706	5.282	15.601	0.0043	-0.0047	0.0011
Si	7.4428	9.5104	16.3168	-0.0014	-0.0003	0.0004
Si	9.9048	2.1379	20.276	-0.0007	-0.0002	0.0008
P	2.9065	8.3967	10.1831	-0.0094	0.0061	0.0082
Si	6.6379	3.4182	17.4292	-0.0012	-0.0003	-0.001
Si	1.1328	0.2645	19.8248	-0.0013	0.0007	0.001
Si	3.1734	2.812	12.2792	-0.0023	0.0004	0.0047
Si	7.1865	5.4425	19.7063	-0.0015	0.0007	0.0005
Si	5.6203	8.5784	11.5158	0.0019	-0.0013	0.0021
Si	5.6945	6.0076	13.2322	-0.0004	-0.0002	0.0025
Si	4.54	9.7449	17.7016	-0.0009	0.0009	0.0002
Si	1.0072	3.6365	22.188	-0.0007	-0.0005	0.0001
Si	4.8791	1.5378	18.8284	-0.0019	0.0001	-0.0001
Si	3.2029	3.0567	9.5046	-0.0012	-0.0063	-0.0024
Si	6.2977	10.7825	13.7586	-0.0008	0.0007	0.0025
Si	10.1963	0.1507	16.0108	-0.0023	0.0002	0.0006
Si	5.6326	3.6046	11.173	-0.0007	0.0009	0.0032
Si	9.7698	3.907	11.9394	-0.0017	0.0007	-0.0006
Si	2.1982	9.9761	15.6973	-0.0018	0.0004	0.0018
Si	6.0374	8.1676	19.8383	-0.0013	0.0005	0.0005
Si	6.9333	4.0128	22.3899	-0.0011	-0.0003	0.001
Si	9.7105	2.8554	17.3452	0.0017	0.0037	-0.0069
O	7.0804	6.2921	14.058	-0.0043	-0.0003	0.0001
O	1.8281	7.1083	18.7249	-0.0019	0.0004	-0.0006
O	10.3468	4.0003	16.413	-0.0035	-0.0031	0.0023
O	6.0452	9.9548	17.0607	-0.0028	0.0002	0.0009
O	9.9882	0.7022	14.4942	-0.0016	0.0002	-0.0006
O	8.4046	6.1656	18.8643	-0.0019	0.0006	0.0002
O	5.0171	0.6451	14.4159	-0.0008	0.0004	-0.0008
O	5.7311	2.0748	17.5535	-0.0003	0.0026	-0.0003
O	8.3197	2.0068	20.5283	-0.0015	0.0007	-0.0004
O	1.9262	4.3504	18.4478	-0.0015	-0.0009	0.0008
O	6.9412	2.7605	10.6521	-0.0021	0.0007	-0.0022
O	4.8095	2.6554	12.2176	-0.0019	0.0009	-0.0005
O	5.9093	4.4423	16.3931	-0.0009	-0.0008	0.0005
O	4.5615	3.8968	9.942	0.0012	0.0025	0.0004
O	10.6663	2.8512	21.5344	-0.0008	0.0007	-0.0003
O	9.6586	6.189	14.9747	-0.0004	-0.0003	0.0003
O	5.9767	6.5325	19.8751	-0.0011	0	-0.0003
O	4.0353	0.2363	18.3316	-0.0009	-0.0004	-0.0002
O	9.1195	10.5623	12.2758	-0.003	0.0029	-0.0008
O	2.8231	4.3807	12.6144	-0.0027	-0.0008	-0.0009
O	1.8719	10.7497	21.232	-0.0011	-0.0005	-0.0009
O	3.9772	2.7944	19.374	-0.0017	0.0005	-0.0005
O	0.5806	10.094	16.0698	-0.003	0.0003	0.0001
O	1.2335	9.8536	18.8652	-0.0012	0.0006	-0.0007
O	1.6947	1.7154	19.2984	-0.0021	0.0004	-0.0007
O	8.7779	10.442	16.5256	-0.0006	0.001	-0.0006
O	4.8023	8.6351	18.8744	-0.0001	0	0
O	9.4935	8.7078	10.5616	-0.0009	0.0024	0
O	6.6926	4.1404	18.8844	-0.0014	0.0001	-0.0003
O	2.7282	1.776	13.4303	0.0002	0.0021	-0.0033
O	5.8257	8.81	21.3079	-0.0012	0.0011	0.0001
O	2.5102	2.4241	10.8471	-0.0012	0.0009	-0.0004
O	7.61	4.8928	21.185	-0.002	-0.0005	0
O	5.1263	7.3989	12.5561	-0.0016	0.0023	-0.001
O	0.1915	9.0191	12.7631	0.0034	-0.0009	0.0003
O	7.4213	1.0355	13.545	-0.0009	0.0007	-0.0003
O	6.9774	9.6275	14.7419	-0.0017	0.0002	-0.0015
O	8.8993	5.0374	12.7247	-0.0026	0.0005	-0.0001
O	8.0146	8.0621	16.9113	-0.0013	0	0.0006
O	6.2127	2.6114	21.9256	-0.0002	0.0003	-0.001
O	2.2973	9.058	14.3251	-0.0001	-0.0015	-0.0029
O	0.3515	4.5048	11.9122	0.0032	0.0019	0.0053
O	0.7559	8.3662	20.9571	-0.0005	0.001	0.0002
O	9.3406	3.8357	10.3755	-0.0014	-0.0028	-0.0006
O	9.5443	2.3951	12.5699	-0.0012	0.0001	0.0007
O	7.5678	8.6156	19.3907	-0.0017	0.0005	-0.0002
O	2.5005	9.0259	11.6561	-0.0001	-0.0134	-0.0072
O	3.8958	3.0494	15.425	-0.002	0.0001	-0.0008
O	0.9351	4.747	14.438	-0.0055	0.0079	0.001
O	10.0158	3.0886	18.9366	-0.0014	-0.0004	-0.0011
O	8.8901	7.8083	12.9813	-0.0012	0.0007	-0.0005
O	10.4818	0.613	20.0734	-0.0009	0.0004	-0.0005
O	5.9947	4.9748	11.9827	-0.0011	-0.002	-0.0014
O	8.1159	2.9139	16.9845	0.0014	0.0023	0.0005
O	3.4195	5.5121	16.7354	-0.0018	0.0004	0.0003
O	4.4964	8.8775	10.3196	0.0009	0.0061	-0.0007
O	1.645	6.7827	12.8811	-0.0009	0.0072	0.0017
O	4.6316	5.4572	14.3531	-0.0024	0.0001	-0.0007
O	2.06	3.891	20.9588	-0.0018	0.0002	-0.0001
O	10.4211	1.4351	16.983	-0.0044	0.0068	0.002
O	0.8245	6.1473	16.6464	-0.0063	-0.0063	-0.0044
O	7.3533	10.9934	21.933	-0.0015	-0.0004	-0.0008
O	5.8948	0.9549	19.9543	0.0001	0.0001	0.0004
O	5.9056	9.9595	12.3787	-0.0027	-0.0006	-0.0008
O	2.7158	0.5916	15.6557	-0.0008	0.0014	-0.0004
O	6.9527	7.9829	10.7429	-0.0077	0.001	0.0045
O	10.1868	8.0826	18.6964	-0.0012	0.0001	0
O	3.3013	9.2542	16.7196	-0.0006	0.0008	0.0005

Results
free energy: -137176.443 eV
free energy less fixed offsets of O -568.88, P -755.39, Si -635.61 eV per atom: 2.937 eV

The program warned: the cutoff lies below the one the program advises for these potential files; the exchange-correlation potential is rough where the density is thin.
